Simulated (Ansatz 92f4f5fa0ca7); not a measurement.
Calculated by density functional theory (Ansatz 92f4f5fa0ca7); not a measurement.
Periodic cell of 258 atoms, Si166O92, from a study of silicon, its oxide and their interface. The atomic structure is a simulated model.
Doubt: the cutoff is far below the 930 eV that the study's wrapper takes by default for these files, so forces and energies are approximate.
This geometry differs little from another in the collection (a relaxation step or a small displacement).

Settings: functional PBE; potential files Ansatz PAW; basis plane waves; wave-function cutoff 580 eV; density cutoff ratio 5; exchange-correlation grid ratio 1; k mesh 1 x 1 x 1, Gamma-centred; self-consistency stop 5e-08 eV per atom in the density residual; occupations fixed; spin none; net charge 0.

Cell vectors (angstrom)
a, 10.938, 0, 0
b, 0, 10.938, 0
c, 0, 0, 37.7176

Atoms: element, x, y, z (angstrom)
Si, 0, 0, 0.683
Si, 5.469, 0, 0.683
Si, 2.7345, 2.7345, 0.683
Si, 8.2035, 2.7345, 0.683
Si, 0, 5.469, 0.683
Si, 5.469, 5.469, 0.683
Si, 2.7345, 8.2035, 0.683
Si, 8.2035, 8.2035, 0.683
Si, 1.3673, 1.3673, 2.0503
Si, 6.8362, 1.3673, 2.0503
Si, 4.1018, 4.1018, 2.0503
Si, 9.5708, 4.1018, 2.0503
Si, 1.3673, 6.8362, 2.0503
Si, 6.8362, 6.8362, 2.0503
Si, 4.1018, 9.5708, 2.0503
Si, 9.5708, 9.5708, 2.0503
Si, 2.7345, 0, 35.6661
Si, 8.2035, 0, 35.6661
Si, 0, 2.7345, 35.6661
Si, 5.469, 2.7345, 35.6661
Si, 2.7345, 5.469, 35.6661
Si, 8.2035, 5.469, 35.6661
Si, 0, 8.2035, 35.6661
Si, 5.469, 8.2035, 35.6661
Si, 4.1018, 1.3673, 37.0333
Si, 9.5708, 1.3673, 37.0333
Si, 1.3673, 4.1018, 37.0333
Si, 6.8362, 4.1018, 37.0333
Si, 4.1018, 6.8362, 37.0333
Si, 9.5708, 6.8362, 37.0333
Si, 1.3673, 9.5708, 37.0333
Si, 6.8362, 9.5708, 37.0333
Si, 0.0115, 0.6409, 27.061
Si, 5.172, 0.3387, 27.5113
Si, 2.8953, 2.5427, 27.5943
Si, 8.4624, 2.6834, 27.4528
Si, -0.4243, 5.7927, 27.5494
Si, 5.2022, 5.7403, 27.5157
Si, 2.9603, 7.9871, 27.5729
Si, 8.1815, 7.9807, 27.4027
Si, 1.3231, 1.4249, 28.8748
Si, 6.8658, 1.4366, 28.7455
Si, 4.0665, 4.1588, 28.8218
Si, 9.5119, 4.175, 28.9258
Si, 1.2991, 6.8555, 28.8079
Si, 6.7293, 6.8549, 28.8725
Si, 4.0909, 9.6201, 28.8446
Si, 9.3891, 9.4714, 28.7685
Si, 2.6403, -0.0314, 30.1969
Si, 8.1533, 0.0209, 30.1454
Si, -0.0176, 2.8028, 30.2351
Si, 5.4768, 2.782, 30.1571
Si, 2.6483, 5.4677, 30.1937
Si, 8.0896, 5.4796, 30.253
Si, -0.0707, 8.2237, 30.1787
Si, 5.4514, 8.2823, 30.236
Si, 4.0724, 1.3738, 31.499
Si, 9.5332, 1.3864, 31.5326
Si, 1.3517, 4.1169, 31.6167
Si, 6.7679, 4.1089, 31.6159
Si, 4.0496, 6.8631, 31.5361
Si, 9.5259, 6.8389, 31.5613
Si, 1.296, 9.563, 31.5809
Si, 6.8343, 9.6091, 31.5874
Si, -0.0386, 0.0257, 32.9259
Si, 5.4378, 0.027, 32.9182
Si, 2.7397, 2.7313, 32.9245
Si, 8.1764, 2.7368, 32.9312
Si, -0.0336, 5.485, 32.9458
Si, 5.4124, 5.5012, 32.938
Si, 2.6955, 8.2118, 32.9288
Si, 8.1928, 8.2214, 32.9384
Si, 1.3645, 1.3665, 34.2906
Si, 6.8235, 1.3661, 34.2988
Si, 4.0915, 4.1004, 34.3038
Si, 9.5564, 4.0937, 34.3001
Si, 1.3575, 6.8353, 34.3049
Si, 6.8263, 6.84, 34.2942
Si, 4.0894, 9.5697, 34.2878
Si, 9.5675, 9.5761, 34.3028
Si, 2.7472, 0.0164, 3.4174
Si, 8.2069, 0.0081, 3.4097
Si, 0.0228, 2.7507, 3.4322
Si, 5.4852, 2.7385, 3.4148
Si, 2.7444, 5.4596, 3.4084
Si, 8.2303, 5.4856, 3.4178
Si, 0.0098, 8.2078, 3.4103
Si, 5.4716, 8.1905, 3.4048
Si, 4.1457, 1.3557, 4.7933
Si, 9.5996, 1.3554, 4.7712
Si, 1.4203, 4.1037, 4.8191
Si, 6.8632, 4.1115, 4.7614
Si, 4.1276, 6.7996, 4.7642
Si, 9.6425, 6.8089, 4.8004
Si, 1.3632, 9.5916, 4.7597
Si, 6.8433, 9.555, 4.7527
Si, 0.0259, 0.0107, 6.1715
Si, 5.451, -0.0845, 6.1575
Si, 2.8172, 2.7369, 6.177
Si, 8.2313, 2.7337, 6.0956
Si, 0.0922, 5.4763, 6.2333
Si, 5.5162, 5.4597, 6.1534
Si, 2.7158, 8.1707, 6.0519
Si, 8.2721, 8.2316, 6.081
Si, 1.4504, 1.3557, 7.524
Si, 6.8789, 1.3178, 7.4081
Si, 4.1731, 4.1168, 7.5856
Si, 9.6493, 4.023, 7.4973
Si, 1.4626, 6.9409, 7.6023
Si, 6.9171, 6.8857, 7.4182
Si, 4.0004, 9.4584, 7.4909
Si, 9.5946, 9.5573, 7.5297
Si, 2.5853, -0.1922, 8.9289
Si, 8.2924, 0.0746, 8.8571
Si, 0.1321, 2.725, 8.9195
Si, 5.4428, 2.515, 8.8217
Si, 2.9101, 5.6051, 8.9559
Si, 8.3893, 5.581, 8.7045
Si, 0.0657, 8.3256, 9.0098
Si, 5.4995, 8.1853, 8.7829
Si, 4.2264, 0.9445, 10.0877
Si, 10.0339, 1.0182, 10.2159
Si, 1.288, 4.4435, 10.1588
Si, 7.1616, 4.5, 10.3005
Si, 4.6753, 6.573, 10.3395
Si, 9.9077, 6.626, 10.1853
Si, 0.8451, 10.0384, 10.4977
Si, 6.5867, 9.8543, 9.993
O, 9.6969, 1.7319, 26.7758
O, 10.2751, 10.1764, 27.5526
O, 0.2497, -2.0188, 24.5505
O, 11.0117, 4.9711, 26.2185
O, 0.1146, 5.5127, 10.659
O, 5.4358, -0.0649, 10.6257
O, 1.253, -1.4337, 12.0597
O, 5.8232, 5.4032, 10.6408
O, 6.57, 3.0183, 9.9533
O, 9.1814, 7.208, 11.5542
O, 2.4622, 8.2014, 14.2678
O, 9.3763, 1.7219, 11.5747
O, 7.2095, 8.9856, 11.2148
O, 2.1799, 3.9289, 11.4498
O, 4.3847, 7.1355, 11.8844
O, 3.377, 1.5067, 11.3844
O, 7.6124, 3.5946, 26.3366
O, 2.2073, 5.0334, 24.7182
O, 1.9861, 3.0409, 26.3149
O, 5.3517, 3.8911, 24.9012
O, 4.0146, 12.3776, 27.0593
O, 4.0752, 6.8861, 26.988
O, 0.9754, 11.1132, 25.7675
O, 9.3744, 6.8782, 26.9935
Si, 7.5715, 9.3217, 19.5325
Si, -3.5258, 1.1956, 20.0648
Si, 0.3472, -8.2036, 14.1096
Si, -0.45, -1.114, 20.8496
Si, 1.1087, 4.035, 25.3852
Si, 11.2194, 1.8687, 21.1418
Si, 1.5521, 9.6781, 25.1699
Si, 7.9457, -2.9294, 12.2543
Si, -1.5981, 8.9236, 14.7341
Si, 8.7358, 4.5184, 17.236
Si, 6.5201, 9.6377, 25.118
Si, 6.3255, 5.5106, 21.4655
Si, 12.2354, -1.7141, 13.6909
Si, 2.2279, 5.9844, 23.3998
Si, 10.701, -3.0395, 23.3853
Si, 3.3455, 7.3205, 18.1994
Si, 8.941, 7.6667, 17.3213
Si, 5.3433, 3.1857, 23.4315
Si, 4.9984, -2.8573, 20.7461
Si, 5.3036, 6.9321, 13.2509
Si, 7.5247, 0.9942, 23.2588
Si, 3.9155, -2.2526, 23.4883
Si, 2.3053, -0.109, 15.9256
Si, 6.2973, 3.7393, 18.9939
Si, 3.7555, 8.4347, 15.2856
Si, 13.2522, 3.083, 16.2342
Si, 9.4191, 11.8695, 15.8376
Si, -1.1319, 3.1132, 23.4118
Si, 8.312, 5.9668, 23.6142
Si, 2.8366, 2.7147, 12.3163
Si, 7.5611, 3.0283, 15.0532
Si, 10.0465, 2.1876, 18.5158
Si, 8.9853, 3.0897, 12.3885
Si, 15.6055, 4.0175, 14.4515
Si, 3.4122, 4.1795, 18.7378
Si, 0.7996, 9.0705, 18.1524
Si, 6.4807, 4.6921, 25.7919
Si, 13.7653, 3.436, 21.7592
O, 5.045, 8.1322, 14.3365
O, 6.0208, 4.1993, 22.3616
O, 7.7676, -2.5289, 18.1898
O, 6.528, 8.6047, 20.5506
O, 14.4326, 3.9703, 15.5641
O, 5.0799, 6.5543, 21.3436
O, 10.3344, 1.518, 14.6248
O, 8.7897, 1.7971, 19.4623
O, 8.8019, 1.8722, 23.8067
O, -0.191, 0.3499, 21.5289
O, 8.2912, 4.2534, 11.4771
O, 8.7213, 7.7724, 15.7092
O, 3.2829, 16.7246, 18.6928
O, 12.4827, -0.3047, 14.4866
O, 11.7139, -4.2831, 23.1795
O, 8.4374, 9.0324, 13.4044
O, 7.2328, 5.8176, 24.8417
O, 3.826, -3.4558, 16.6309
O, 15.143, 8.9648, 21.8859
O, 2.5852, 1.4685, 16.1661
O, 2.1834, 8.7504, 26.3498
O, 2.7682, -1.1871, 24.0392
O, -3.5324, 3.8143, 17.8345
O, 5.3347, 8.8185, 24.3172
O, 1.7229, 2.247, 21.7706
O, 10.693, 8.6832, 21.9704
O, 4.276, 8.1379, 19.2778
O, 4.8956, 3.8143, 18.1884
O, 9.1076, 4.5596, 23.5565
O, 1.8264, -3.0958, 18.3
O, 8.9981, 9.5701, 20.2639
O, 2.2566, 3.516, 17.7992
O, 7.6056, 0.795, 21.6374
O, 5.9784, 3.3493, 15.1375
O, -0.5864, 3.6558, 13.1225
O, 6.8895, -4.0049, 12.8686
O, 10.161, 12.0677, 17.2805
O, 3.3788, 3.5722, 20.2402
O, 1.3889, -0.7542, 17.1177
O, 7.4652, -2.2904, 26.0427
O, 4.9618, 5.5417, 14.0066
O, 1.6351, 2.1711, 13.2742
O, 3.3585, 7.1409, 23.6224
O, 10.8439, -2.3711, 14.2272
O, 7.9552, 1.6645, 15.8792
O, 6.1402, 1.7857, 23.5631
O, 4.1477, 3.2055, 13.1392
O, 6.638, 5.0122, 19.9539
O, -2.4126, 4.2554, 15.6212
O, 11.5484, -1.1997, 19.62
O, 8.9314, 6.0716, 17.6477
O, 7.4447, -0.4489, 24.0454
O, -0.5886, 8.3976, 17.6561
O, 22.2563, 2.0745, 19.5234
O, 3.8577, 2.8756, 22.8865
O, 3.7179, -0.946, 15.8192
O, 0.9298, 3.4854, 15.4443
O, -0.7626, 2.9203, 21.8336
O, 0.2263, 3.1389, 24.3333
O, 6.9776, -0.1254, 19.2002
O, -0.956, 3.6958, 17.8966
O, 9.2684, 18.2035, 23.8286
O, 5.7842, -0.2409, 26.1079
O, 7.8632, 2.7213, 13.4915
O, 2.4157, -5.9619, 22.131
O, 9.2422, 10.2951, 15.5836
O, 18.5322, 6.244, 22.1693
O, -4.6438, 2.3571, 19.8659

Results
free energy: -157852.190 eV
free energy less fixed offsets of O -568.88, Si -635.61 eV per atom: -3.970 eV

Forces (eV/angstrom), in the order of the atoms: element, x, y, z
Si, -0.0047, -0.011, 0.0247
Si, 0.014, -0.0245, -0.0047
Si, 0.005, -0.026, -0.0254
Si, -0.001, -0.0176, -0.0079
Si, -0.0035, -0.0319, -0.0064
Si, 0.0447, -0.0595, 0.0064
Si, -0.0036, -0.0155, -0.0051
Si, -0.0254, -0.0003, -0.0282
Si, 0.0652, 0.1216, 0.0117
Si, 0.0531, 0.0468, -0.1004
Si, 0.0362, -0.1069, -0.082
Si, 0.0934, -0.0165, 0.0368
Si, 0.0745, -0.0053, -0.028
Si, 0.1232, -0.0092, -0.0723
Si, 0.0067, 0.0068, 0.0062
Si, -0.0713, -0.0677, -0.0383
Si, -0.0434, -0.0221, -0.0359
Si, -0.0926, -0.0002, 0.017
Si, 0.016, 0.0106, -0.0307
Si, 0.007, 0.0464, 0.0332
Si, -0.1028, -0.0387, 0.0456
Si, -0.0884, -0.0013, -0.0321
Si, -0.0146, 0.0579, 0.0498
Si, -0.0463, 0.0712, -0.0454
Si, -0.0227, 0.0256, -0.0043
Si, -0.0089, 0.0208, -0.0064
Si, 0.0058, 0.0355, 0.0115
Si, -0.0077, 0.0276, 0.001
Si, 0.0037, 0.0321, -0.0047
Si, -0.0122, 0.0307, -0.0043
Si, 0.0046, 0.0002, 0.0084
Si, 0.0005, 0.0207, 0.0013
Si, 0.0192, -0.0042, 0.0116
Si, 0.0092, -0.0074, -0.0028
Si, -0.0066, 0.0203, -0.0021
Si, 0.0058, -0.0036, -0.0232
Si, -0.0024, 0.0099, -0.0154
Si, -0.0324, 0.0222, -0.0063
Si, -0.0141, 0.0093, 0.0213
Si, -0.0246, 0.0007, -0.0016
Si, -0.0095, -0.0016, -0.0059
Si, -0.0122, -0.0026, 0.0087
Si, -0.0181, -0.0108, 0.0159
Si, 0.0031, 0.0111, 0.0144
Si, 0.0063, -0.0013, 0.0018
Si, 0.0271, 0.0246, 0.0191
Si, 0.0027, -0.0015, -0.0052
Si, 0.0031, -0.008, 0.0064
Si, -0.0045, -0.0026, 0.0125
Si, -0.0001, 0.0027, 0.0069
Si, 0.007, 0.0021, 0.0125
Si, 0.0026, 0.0009, 0
Si, 0.0092, -0.0043, -0.0046
Si, -0.0082, 0.0022, 0.0042
Si, 0.0018, 0.0043, 0.0058
Si, 0.0075, -0.0146, -0.0003
Si, -0.0006, -0.0015, -0.0013
Si, -0.0036, 0.0029, -0.0015
Si, -0.0025, -0.0066, 0.0007
Si, 0.0004, 0.0069, 0.0032
Si, -0.0025, 0.0064, -0.0028
Si, -0.0039, -0.0044, -0.0014
Si, 0.0001, -0.0014, -0.0002
Si, -0.0008, -0.0089, 0.0028
Si, 0.0048, -0.0031, 0.0004
Si, 0.0028, -0.0003, -0.0017
Si, -0.0049, 0.0006, -0.0019
Si, 0.0007, -0.0007, -0.0007
Si, 0.0025, -0.0004, -0.0039
Si, 0.0034, -0.0051, -0.001
Si, -0.0004, -0.0018, -0.0005
Si, -0.0008, 0.0028, -0.004
Si, 0.0001, 0.001, 0.0011
Si, 0.0011, -0.0001, 0.0037
Si, 0.0009, 0.0031, 0.002
Si, -0.0001, 0.0004, 0.0023
Si, 0.0005, 0.0023, 0.0029
Si, 0.0001, 0, 0.0016
Si, -0.002, -0.0007, 0.0026
Si, -0.0012, -0.0008, 0.003
Si, -0.0022, -0.0031, 0.001
Si, 0.0001, 0.005, -0.0006
Si, -0.0046, -0.0025, -0.001
Si, -0.0008, 0, 0.0012
Si, 0.0029, 0, -0.0012
Si, -0.003, -0.0012, 0.003
Si, 0.0026, 0.0022, 0.0003
Si, 0.0043, -0.0008, -0.0001
Si, -0.0015, 0.0074, 0.0018
Si, -0.0007, 0.0013, 0.0017
Si, 0.0045, 0.0013, 0.0007
Si, 0.0092, -0.0031, 0.0006
Si, -0.0038, 0.002, 0.0047
Si, -0.0083, -0.0009, 0.0018
Si, 0.0017, -0.003, 0.0007
Si, -0.0012, -0.0053, 0.0014
Si, 0.0024, 0.0037, 0.0126
Si, -0.0028, -0.0062, 0.0066
Si, 0.0039, -0.0069, 0.0016
Si, -0.01, 0.0019, 0.0092
Si, -0.0006, 0.0079, 0.0076
Si, -0.0007, 0.0004, 0.009
Si, 0.0047, 0.0048, 0.0026
Si, -0.0035, -0.0106, 0.0021
Si, -0.0104, -0.0075, -0.0016
Si, 0.0127, 0.0199, -0.0251
Si, -0.0107, 0.0181, -0.0073
Si, -0.0031, -0.0236, -0.0087
Si, 0.0021, -0.0001, -0.0072
Si, 0.0079, -0.0004, -0.0113
Si, -0.0086, -0.0159, -0.0134
Si, -0.002, 0.0138, 0.0053
Si, 0.0187, 0.018, -0.0061
Si, 0.0119, -0.0236, -0.0002
Si, 0.0071, 0.0076, 0.0001
Si, 0.0167, -0.0047, 0.0091
Si, -0.0038, -0.0054, -0.0114
Si, -0.0165, 0.0082, 0.0027
Si, -0.0148, -0.0216, -0.0086
Si, 0.0045, 0.0178, -0.003
Si, -0.0254, 0.0148, 0.0063
Si, 0.0063, -0.0001, -0.0178
Si, -0.0027, -0.0065, -0.0017
Si, -0.0321, -0.0089, 0.0021
Si, 0.0082, -0.0226, 0.0428
Si, -0.0044, 0.0161, 0.0143
Si, -0.0056, 0.0037, 0.0229
Si, 0.02, -0.0301, 0.0094
O, -0.0149, 0.0017, 0.0055
O, -0.0017, 0.0086, 0.0001
O, -0.0009, -0.0027, 0.003
O, 0.0009, -0.0032, 0.0048
O, 0.0056, -0.0058, -0.0009
O, -0.0031, 0.0006, 0.0061
O, -0.0011, 0.0021, -0.0114
O, 0.0233, -0.0016, -0.0217
O, 0.0006, 0.0366, 0.0041
O, -0.0019, 0.0051, -0.0014
O, -0.0013, -0.0006, -0.004
O, -0.0065, 0.0009, 0.0142
O, 0.0053, -0.0068, 0.0062
O, 0.0001, 0, 0.0035
O, 0.002, -0.0017, -0.0191
O, -0.0033, -0.0046, 0.0021
O, 0.001, 0.0002, 0.0061
O, -0.0024, -0.0024, 0.0062
O, 0.0041, -0.0038, 0.014
O, 0.0019, 0.0041, 0.0116
O, 0.0089, -0.0125, 0.0019
O, 0.0197, -0.0184, -0.0017
O, -0.0026, 0.0019, 0.0038
O, 0.0138, -0.017, 0.0071
Si, -0.0001, -0.0002, 0.0016
Si, -0.0024, -0.0006, 0.0005
Si, 0.0045, -0.0002, 0.0032
Si, -0.0003, -0.0022, -0.0042
Si, 0.0009, 0.0043, -0.0087
Si, -0.0001, -0.0018, -0.0031
Si, 0.0017, 0.0004, -0.0028
Si, -0.0044, 0.0021, -0.0089
Si, 0.0001, -0.0036, 0.0016
Si, -0.0008, -0.0004, 0.0043
Si, -0.0051, 0.005, -0.0063
Si, -0.0018, -0.0019, -0.0052
Si, -0.0034, 0.0016, 0.0073
Si, 0.0012, -0.0017, -0.0024
Si, 0.0017, 0.002, -0.0088
Si, -0.0029, -0.0031, 0.0059
Si, 0.0025, -0.0028, 0.005
Si, 0.0011, -0.0021, -0.0085
Si, 0.001, -0.0022, -0.0037
Si, 0.0025, 0.002, 0.0007
Si, -0.0022, -0.0031, -0.006
Si, 0.0011, 0.0012, -0.004
Si, -0.0026, 0.0014, 0.0021
Si, 0, -0.0008, -0.0005
Si, 0.0007, -0.0032, 0.0044
Si, 0.0006, 0.0004, 0.0054
Si, 0, -0.0003, 0.0033
Si, 0.0027, -0.0006, -0.0012
Si, 0.0016, 0.0009, -0.0098
Si, 0.0052, 0.0046, 0.0019
Si, -0.0012, -0.0002, 0.0024
Si, 0.0011, 0, 0.0016
Si, -0.0038, 0.0042, 0.0085
Si, 0.0012, -0.0008, 0
Si, 0.0008, 0.0005, 0
Si, -0.0024, -0.0056, -0.0012
Si, 0.0102, -0.0097, -0.0254
Si, 0.0008, -0.0025, -0.0048
O, -0.0017, -0.0003, 0.0028
O, -0.001, -0.0047, 0.0089
O, 0.0001, 0.0001, 0.0018
O, 0.0003, -0.0016, 0.0028
O, -0.0015, -0.0015, 0.0011
O, 0.0005, 0, 0.004
O, -0.0018, -0.0006, 0.0007
O, 0.0001, -0.0014, 0.0018
O, 0.0005, 0, 0.0055
O, 0.0003, 0.0003, 0.0044
O, 0.0018, -0.0071, -0.0004
O, 0.0006, 0.0009, -0.001
O, -0.0003, 0.0029, -0.0007
O, -0.0002, -0.0015, -0.0021
O, -0.0005, 0.0008, 0.0066
O, 0.0003, -0.0039, -0.0014
O, -0.0061, -0.0038, 0.0135
O, -0.0004, -0.0006, 0.0013
O, -0.0007, -0.0006, 0.0052
O, -0.0006, -0.0008, -0.0005
O, 0.0003, -0.0009, -0.0014
O, 0.0025, -0.0029, 0.0023
O, -0.0004, -0.0006, 0.0019
O, -0.0021, -0.0009, 0.0042
O, -0.0002, 0.0001, 0.0046
O, 0.001, -0.0017, 0.0072
O, -0.002, -0.004, 0.0007
O, -0.0009, -0.0004, 0.002
O, -0.0001, 0.0001, 0.0061
O, 0.0054, 0.0016, 0.0023
O, 0.0028, -0.0017, 0.0044
O, 0.0012, -0.0011, 0.0005
O, -0.0001, 0.0003, 0.0034
O, -0.0007, -0.0005, 0.0009
O, -0.0003, -0.0011, 0.0008
O, 0.0048, 0.0032, 0.002
O, -0.0003, -0.0013, 0.0003
O, -0.0011, -0.0005, 0.0029
O, 0.0004, -0.0012, 0.0003
O, 0.0111, -0.0118, 0.0163
O, -0.0019, -0.0059, 0.0023
O, -0.0045, -0.0007, -0.0014
O, 0.0005, 0, 0.0042
O, 0.0014, 0.0008, -0.0015
O, 0.0014, -0.0029, 0.0004
O, -0.0019, 0.0036, 0.005
O, -0.002, 0.0006, 0.0012
O, 0.0001, -0.0015, 0.0035
O, 0.0004, -0.0015, -0.001
O, -0.0034, -0.0003, 0.0048
O, -0.0005, 0.0008, -0.0006
O, 0.0015, 0.0023, 0.0042
O, 0.0032, 0.0008, 0.0028
O, 0.001, -0.0002, 0.004
O, 0.0023, 0.0002, 0.0046
O, 0.0012, 0.0007, 0.0006
O, -0.0009, -0.0008, -0.0007
O, 0.0008, -0.0012, 0.0023
O, -0.0027, -0.0005, 0.0044
O, 0.0004, -0.0003, 0.0032
O, 0.0009, -0.0015, 0.0014
O, -0.0001, -0.0009, 0.0037
O, -0.0008, 0.0003, 0.0047
O, 0.0022, -0.0006, -0.0034
O, 0.0002, 0.0003, 0.0047
O, 0.0006, 0.0013, 0.0005
O, 0.0023, -0.0001, 0.0061
O, 0.0011, -0.0021, 0.0035

The program warned: the cutoff lies below the one the program advises for these potential files; the exchange-correlation potential is rough where the density is thin.
